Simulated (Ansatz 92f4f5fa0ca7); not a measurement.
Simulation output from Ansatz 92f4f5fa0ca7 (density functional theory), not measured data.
Periodic cell of 259 atoms, Si144O115, from a study of silicon, its oxide and their interface. The atomic structure is a simulated model.
Doubt: the cutoff is far below the 930 eV that the study's wrapper takes by default for these files, so forces and energies are approximate.
This geometry differs little from another in the collection (a relaxation step or a small displacement).

Settings
functional: PBE
potential files: Ansatz PAW
basis: plane waves
wave-function cutoff: 580 eV
density cutoff ratio: 5
exchange-correlation grid ratio: 1
k mesh: 1 x 1 x 1, Gamma-centred
self-consistency stop: 5e-08 eV per atom in the density residual
occupations: fixed
spin: none
net charge: 0

Cell vectors (angstrom)
a, 10.938, 0, 0
b, 0, 10.938, 0
c, 0.5377, -2.6371, 37.0175

Atoms: element, x, y, z (angstrom)
Si, 5.4126, 6.2778, 30.9309
Si, 9.2631, 10.1578, 30.8758
Si, 6.3366, 1.7687, 30.9878
Si, 8.5403, 3.9822, 31.101
Si, 1.0839, 7.5015, 30.9826
Si, 2.8215, 9.2726, 30.9006
Si, 10.1391, 13.6677, 32.246
Si, 3.6508, 4.612, 31.1453
Si, 4.592, 8.2216, 32.1033
Si, 7.4732, 11.0352, 32.1975
Si, 4.6875, 2.8591, 32.3019
Si, 7.2614, 5.5556, 32.2784
Si, 10.1672, 8.3742, 32.1694
Si, 12.756, 11.0032, 32.1571
Si, 10.9501, 11.8915, 30.8386
Si, 1.9338, 5.6945, 32.2981
Si, 3.2943, 6.9981, 33.6862
Si, 6.015, 9.6264, 33.4548
Si, 3.2395, 12.3799, 33.5131
Si, 6.0203, 4.1818, 33.7276
Si, 8.7326, 6.9742, 33.4992
Si, 11.4704, 9.6854, 33.6488
Si, 8.7557, 12.385, 33.6684
Si, 11.4961, 4.2009, 33.5383
Si, 4.6344, 5.5784, 35.0117
Si, 7.371, 8.3105, 34.9183
Si, 4.6399, 11.0089, 34.8861
Si, 7.3948, 13.7502, 35.0227
Si, 10.0912, 5.5691, 34.9033
Si, 12.8334, 8.3269, 35.0091
Si, 10.1136, 11.0302, 35.0106
Si, 12.8521, 2.8307, 34.9329
Si, 6.0067, 6.9336, 36.3315
Si, 8.7412, 9.6681, 36.3315
Si, 6.0067, 12.4026, 36.3315
Si, 8.7412, 4.1991, 36.3315
Si, 11.4757, 6.9336, 36.3315
Si, 3.2722, 9.6681, 36.3315
Si, 11.4757, 1.4646, 36.3315
Si, 3.2722, 4.1991, 36.3315
Si, 4.1018, 10.938, 0.6813
Si, 6.8362, 13.6725, 0.6813
Si, 4.1018, 16.407, 0.6813
Si, 6.8362, 8.2035, 0.6813
Si, 9.5708, 10.938, 0.6813
Si, 1.3673, 13.6725, 0.6813
Si, 9.5708, 5.469, 0.6813
Si, 12.3052, 8.2035, 0.6813
Si, 2.7345, 9.5708, 2.0485
Si, 5.469, 12.3052, 2.0485
Si, 2.7345, 15.0397, 2.0485
Si, 5.469, 6.8362, 2.0485
Si, 8.2035, 9.5708, 2.0485
Si, 10.938, 12.3052, 2.0485
Si, 8.2035, 15.0397, 2.0485
Si, 10.938, 6.8362, 2.0485
Si, 4.1161, 8.2206, 3.3557
Si, 6.8401, 10.9402, 3.3791
Si, 4.0972, 13.6589, 3.486
Si, 6.8275, 5.4608, 3.4711
Si, 9.5688, 8.209, 3.4848
Si, 1.3684, 10.937, 3.4716
Si, 9.5716, 13.674, 3.35
Si, 1.377, 16.421, 3.3414
Si, 5.4653, 9.5736, 4.7199
Si, 8.2151, 12.3165, 4.6947
Si, 5.461, 15.0331, 4.8911
Si, 8.184, 6.8307, 4.8774
Si, 0.0078, 9.5884, 4.8915
Si, 2.7307, 12.2797, 4.9072
Si, 10.9283, 15.0696, 4.6431
Si, 2.7594, 6.8325, 4.6505
Si, 4.1407, 10.8339, 6.2326
Si, 6.8928, 13.6094, 6.1622
Si, 4.0298, 5.535, 6.146
Si, 6.7395, 8.2102, 6.1779
Si, -1.4187, 11.0182, 6.1871
Si, 1.2763, 13.7552, 6.0935
Si, 9.5918, 5.3919, 6.1356
Si, 1.4416, 8.1132, 6.1055
Si, 3.2417, 8.944, 7.4062
Si, 5.9947, 11.7706, 7.3775
Si, 2.2179, 4.5876, 7.3407
Si, 4.9823, 7.2527, 7.4979
Si, 7.7109, 10.0023, 7.3362
Si, -0.5421, 12.9312, 7.3511
Si, 0.4844, 6.314, 7.2961
Si, 8.6153, 14.6232, 7.4642
Si, 7.3952, 11.3336, 15.382
Si, 4.7415, 6.5182, 26.0589
Si, 8.8766, 4.9512, 28.2611
Si, 6.7714, 12.565, 10.1504
Si, 8.3315, 3.0959, 23.9914
Si, 2.1641, 4.343, 19.0918
Si, 6.9543, 10.5203, 12.3123
Si, 11.3176, 12.3389, 28.4923
Si, 7.9039, 4.3886, 9.6721
Si, 0.9707, 1.5281, 22.6407
Si, 1.5261, 13.7636, 11.7653
Si, 3.4584, 9.744, 14.0984
Si, 2.2346, 3.8775, 28.3518
Si, 0.5655, 11.6293, 9.9552
Si, 1.3712, 9.928, 18.6334
Si, 10.6959, 7.7054, 21.6256
Si, 7.4387, 10.6169, 20.1065
Si, 10.025, 3.5653, 18.7019
Si, 2.6081, 9.4274, 9.6057
Si, 3.8173, 3.5894, 25.8834
Si, 5.9702, 11.5853, 28.0632
Si, 8.6566, 2.0906, 26.8928
Si, 5.3679, 2.3869, 23.6771
Si, 5.1383, 12.0741, 18.6261
Si, 9.3466, 1.8828, 21.1817
Si, 9.49, 8.6791, 18.9067
Si, 1.5951, 4.3107, 23.8568
Si, 7.8552, 9.141, 28.2597
Si, 0.5961, 6.5017, 27.9531
Si, 6.2972, 6.6018, 28.7685
Si, 5.4042, 6.2545, 9.671
Si, 3.5871, 12.655, 13.8926
Si, 5.32, 9.6042, 16.7023
Si, 2.1668, 8.2763, 25.9727
Si, 8.8933, 8.4861, 25.2614
Si, 8.8054, 6.1272, 17.2666
Si, 5.348, 10.4184, 22.411
Si, 6.2285, 8.0665, 23.7751
Si, 2.3697, 7.3609, 19.9496
Si, 5.2602, 6.8212, 21.0206
Si, 11.2529, 9.7076, 23.9492
Si, 5.9687, 14.0695, 14.9514
Si, 3.0285, 11.3778, 20.8101
Si, 4.5374, 14.9397, 17.4774
Si, 8.7807, 10.4451, 10.0421
Si, 4.6117, 8.5656, 11.7069
Si, 2.8712, 4.5769, 9.6104
Si, 9.9696, 12.8396, 15.9707
Si, 3.059, 10.5777, 27.9322
Si, 5.8961, 6.7697, 18.1447
Si, 9.9434, 5.8685, 23.9625
Si, 0.8915, 6.9205, 10.2513
Si, 8.7951, 4.4885, 14.6035
Si, 3.719, 4.254, 21.7273
Si, 10.1792, 5.0637, 11.8463
Si, 1.8063, 11.3347, 15.7907
O, 8.7771, 2.1344, 25.2514
O, 2.1859, 5.9608, 19.1555
O, 9.3037, 4.6718, 29.8116
O, 0.6446, 7.1587, 29.432
O, 0.9444, 7.6545, 26.8598
O, 3.92, 10.3001, 21.6384
O, 2.9361, 3.9679, 29.8024
O, 5.6939, 12.2193, 8.9696
O, 1.9765, 10.937, 9.5409
O, 6.9829, 5.7638, 9.6857
O, 9.9907, 6.4791, 22.4432
O, 6.7158, 3.2383, 23.9577
O, 5.2609, 9.3652, 23.6489
O, 10.8282, 6.536, 11.4906
O, 0.6468, 3.7907, 19.0873
O, 0.7245, 11.2654, 23.7149
O, 2.5034, 14.204, 10.5225
O, 5.0247, 14.964, 15.9323
O, 1.7475, 5.3458, 27.8396
O, 6.5509, 12.7118, 15.6655
O, 6.9564, 14.1621, 10.3614
O, 3.2385, 9.8104, 29.3734
O, 7.1306, 12.4949, 27.2928
O, 8.8591, 3.6165, 27.3684
O, 1.8464, 10.7523, 17.3123
O, 3.0463, 12.3829, 15.4402
O, 5.1733, 6.8939, 27.5978
O, 5.7025, 11.8466, 23.1024
O, 6.2421, 6.9978, 19.7279
O, 3.5537, 8.5299, 12.9885
O, 2.1165, 8.4808, 18.7797
O, 4.0041, 12.1511, 19.7815
O, 2.4272, 13.439, 13.0722
O, 4.882, 5.4841, 18.0894
O, 9.2875, 5.1407, 13.2
O, 8.2539, 11.9756, 9.7246
O, 2.9455, 3.7421, 20.3911
O, 5.8262, 7.1062, 25.009
O, 9.9508, 13.416, 17.492
O, 6.8192, 10.0676, 16.2332
O, 2.4042, 3.9023, 25.1781
O, 6.4992, 10.0142, 21.3059
O, 0.8914, 2.9582, 28.3815
O, 0.1102, 12.7419, 8.8674
O, 9.5093, 6.9951, 25.0441
O, 6.598, 11.6839, 19.217
O, 7.3281, 5.4686, 28.1823
O, 9.7788, 7.9138, 20.3097
O, 4.4154, 9.3783, 15.3683
O, 9.4409, 7.5793, 17.6861
O, 4.8991, 5.2665, 21.2903
O, 4.4863, 4.8794, 9.7034
O, 5.9494, 9.2537, 12.3175
O, 0.0579, 6.7527, 8.8534
O, 7.7193, 8.6261, 24.129
O, 10.0188, 5.9585, 27.6785
O, 8.1398, 9.4839, 8.8861
O, 6.3247, 11.8178, 11.5279
O, 9.9944, 9.6571, 24.9865
O, 7.4462, 2.8936, 30.4925
O, 7.2738, 7.8742, 29.091
O, 1.5247, 8.4202, 10.3507
O, 4.4083, 11.4524, 27.543
O, 2.9186, 9.4774, 26.7533
O, 5.3376, 8.1791, 17.5117
O, 10.7684, 9.0551, 22.5347
O, 9.9235, 12.1869, 27.5743
O, 7.1994, 6.2909, 17.3265
O, 2.5929, 4.9225, 22.7145
O, 2.1555, 5.8922, 10.2813
O, 11.4648, 5.4279, 24.3232
O, 8.6504, 11.4224, 20.7906
O, 3.2731, 7.1132, 25.6843
O, 0.4567, 12.1931, 15.5617
O, 0.7233, 12.3902, 11.3845
O, 3.8423, 7.5628, 20.637
O, 9.1087, 5.6299, 15.7386
O, 3.9645, 9.4906, 10.5282
O, 5.7453, 12.1053, 29.5876
O, 2.4393, 12.3462, 21.9721
O, 10.897, 12.4283, 21.3854
O, 1.9636, 10.067, 14.7294
O, 8.7557, 2.4231, 22.5831
O, 3.9228, 11.1404, 13.3348
O, 10.3963, 10.4347, 10.0129
O, 4.9411, 13.5646, 13.7846
O, 1.7866, 10.7354, 19.9869
O, 1.284, 7.3949, 21.1598
O, 9.2383, 4.5991, 10.5941
O, 4.7723, 4.9048, 25.8596
O, 7.2049, 15.0192, 14.4562
O, 2.9227, 14.7866, 17.7228
O, 6.094, 7.3086, 22.3333
O, 0.8094, 2.975, 23.3591
O, 9.3414, 4.9827, 18.2935
O, 4.7265, 10.8573, 17.5933
O, 9.6246, 14.0547, 14.9336
O, 8.432, 8.6788, 26.8101
O, 5.2741, 2.6804, 18.1105
O, 8.9383, 4.6029, 24.0797
O, 9.2133, 2.9944, 19.9962
O, 4.4792, 3.0805, 22.5225
O, 8.9167, 11.6029, 15.8589
O, 6.5655, 10.0823, 27.9975
O, 10.688, 9.7405, 18.5645
O, 0.447, 14.9317, 12.0918
O, 7.3593, 10.9636, 13.8058
O, 8.2998, 10.0118, 11.53
O, 4.5533, 2.3583, 25.1028
O, 1.5643, 8.8512, 24.5678
O, 3.4127, 3.2372, 27.4152
O, 8.9572, 9.8285, 29.253
O, 5.0322, 7.1281, 11.0343
O, 8.0669, 9.4699, 19.116
O, 1.6442, 11.4265, 27.9421

Results
free energy: -156954.761 eV
free energy less fixed offsets of O -568.88, Si -635.61 eV per atom: -5.721 eV

Forces (eV/angstrom), in the order of the atoms: element, x, y, z
Si, 0.0053, 0.0045, 0.0012
Si, -0.0016, 0.0008, 0.0077
Si, 0.0016, 0.0074, -0.0167
Si, -0.0163, -0.013, -0.0099
Si, 0.0108, 0.0038, 0.0474
Si, 0.0038, 0.0034, 0.0279
Si, 0.0057, -0.0078, 0.0046
Si, 0.0137, 0.0122, 0.026
Si, 0.0033, -0.0056, -0.0027
Si, 0.0001, -0.0001, -0.0047
Si, 0.0029, -0.0018, 0.0012
Si, -0.0048, 0.0007, 0.0063
Si, 0.0011, 0.004, 0.0031
Si, -0.0044, 0.0042, 0.0016
Si, 0.0072, 0.0065, 0.0063
Si, 0.0031, 0.0017, 0.0033
Si, -0.0028, 0.0004, 0.0036
Si, -0.0005, 0.0011, -0.0039
Si, 0.0001, -0.0027, -0.0008
Si, 0.0011, -0.0054, 0.006
Si, 0.0009, -0.0033, -0.0031
Si, -0.0028, -0.0017, 0.0048
Si, -0.0004, 0.0035, -0.0009
Si, -0.0025, 0.0034, -0.0027
Si, -0.0014, 0.0011, -0.0025
Si, 0.0017, -0.0024, -0.0042
Si, 0.0005, -0.0012, 0
Si, 0.0018, 0.0007, -0.0061
Si, -0.0001, -0.0022, -0.0001
Si, 0.0043, 0.0015, -0.0017
Si, -0.0005, -0.0005, -0.0039
Si, -0.0002, 0.002, -0.006
Si, 0.2159, 0.157, 0.0544
Si, -0.1884, -0.1028, 0.0518
Si, -0.2186, -0.3462, -0.1311
Si, 0.2012, 0.1868, 0.0341
Si, -0.1749, -0.1578, -0.1659
Si, 0.1834, 0.2181, 0.0082
Si, 0.1301, 0.1738, 0.07
Si, -0.1183, -0.1145, 0.0864
Si, -0.0256, 0.136, -0.0147
Si, -0.1215, 0.0057, 0.0097
Si, 0.0255, -0.0961, -0.0043
Si, 0.112, -0.0571, -0.0065
Si, -0.0074, -0.146, -0.0041
Si, 0.1892, 0.0171, -0.0133
Si, -0.004, 0.1575, 0.0075
Si, -0.1711, -0.0021, -0.0094
Si, -0.1762, 0.2228, -0.0776
Si, -0.1764, 0.1404, 0.0928
Si, 0.1796, -0.315, 0.0068
Si, 0.2479, -0.1772, -0.0544
Si, 0.1759, -0.185, 0.0925
Si, 0.2304, -0.2009, -0.0846
Si, -0.2749, 0.2075, -0.0874
Si, -0.2394, 0.3083, -0.033
Si, -0.0008, -0.0026, 0.0012
Si, -0.0027, -0.0057, 0.001
Si, -0.0003, 0.0025, 0.0011
Si, -0.0006, 0.0004, 0.007
Si, -0.0009, 0.0004, 0.0014
Si, 0.0003, 0.001, 0.0042
Si, -0.0038, -0.0059, 0.0003
Si, 0.0007, -0.0057, -0.0003
Si, 0.0001, -0.0023, -0.0047
Si, -0.0049, 0.0007, -0.0088
Si, -0.0022, -0.0021, 0.0054
Si, 0.0001, 0.0025, 0.0032
Si, -0.0006, -0.0036, 0.0013
Si, 0.0021, -0.0014, 0.0051
Si, -0.0118, 0.0053, -0.0066
Si, -0.0028, -0.0059, -0.0006
Si, 0.0029, -0.0014, 0.0035
Si, 0.008, 0.0009, -0.002
Si, 0.0027, -0.0006, -0.0068
Si, -0.0037, -0.0061, 0.0041
Si, 0.0036, 0.0052, -0.004
Si, 0.0062, 0.0024, 0.0036
Si, -0.0028, -0.0021, 0.0003
Si, 0.0042, 0.006, -0.0023
Si, 0.0029, 0.0061, 0.008
Si, -0.0156, 0.0171, -0.0059
Si, 0.0009, 0.0009, 0.0032
Si, 0.0015, 0.0041, 0.0105
Si, 0.0054, -0.0174, 0.0031
Si, 0.0077, -0.0031, 0.0312
Si, 0.0006, 0.0037, 0.0063
Si, -0.0028, 0.0065, 0.0079
Si, -0.0064, -0.0006, 0.0064
Si, 0.0021, -0.0064, -0.0151
Si, -0.0155, 0.0147, 0.0002
Si, 0.0068, 0.0073, 0.0275
Si, 0.0079, -0.0043, -0.0186
Si, -0.0066, -0.0006, -0.0058
Si, 0.0031, -0.0061, 0.0025
Si, 0.0015, -0.0075, -0.0076
Si, 0.0047, -0.0148, -0.0057
Si, -0.0122, 0.0057, -0.0257
Si, -0.0131, -0.0018, -0.0048
Si, -0.0032, -0.0084, 0.0124
Si, 0.0012, 0.0009, -0.0272
Si, 0.0224, 0.0083, 0.0098
Si, 0.0056, -0.0038, -0.0001
Si, -0.0095, -0.0031, -0.0268
Si, -0.0052, -0.0036, -0.0091
Si, 0.0031, -0.0054, -0.0042
Si, -0.0096, 0.0153, -0.0035
Si, -0.0101, -0.0058, -0.0079
Si, 0.0024, -0.0012, 0.0032
Si, -0.0109, -0.0242, -0.006
Si, 0.0042, 0.0018, -0.016
Si, 0.0014, -0.0027, 0.0079
Si, 0.0062, -0.0013, -0.0179
Si, 0.0021, -0.0052, 0.0041
Si, -0.0075, -0.0008, -0.0181
Si, -0.0094, 0.003, -0.0092
Si, 0.0063, -0.0234, -0.0428
Si, -0.0099, -0.012, 0.0023
Si, -0.0013, 0.006, -0.0103
Si, -0.0059, 0.0036, 0.0124
Si, -0.0032, 0.0012, 0.0072
Si, -0.0036, -0.012, -0.0031
Si, -0.0113, 0.0045, -0.0166
Si, -0.0029, -0.0039, 0.0042
Si, -0.0039, 0.0052, -0.0315
Si, 0.0069, -0.0054, -0.0206
Si, 0.0082, 0.0101, -0.0152
Si, 0.0042, 0.0001, -0.0189
Si, -0.0025, -0.0026, -0.0158
Si, 0.0039, -0.0041, 0.0153
Si, 0.0083, 0.0031, -0.011
Si, 0.0016, 0.0028, 0.0124
Si, -0.0024, 0.002, 0.0263
Si, 0.0011, -0.0004, 0.0039
Si, -0.0029, 0.0118, -0.0178
Si, -0.0118, -0.0097, 0.0361
Si, 0.0043, 0.0257, -0.0247
Si, 0.0026, -0.0009, 0.0066
Si, -0.0062, 0.0065, -0.0241
Si, 0.0111, -0.0006, 0.0093
Si, -0.0037, 0.0089, 0.0023
Si, 0.0126, -0.0041, -0.0079
Si, -0.0024, 0.0117, 0.0067
Si, 0.0027, -0.0092, 0.0215
O, 0.0025, 0.0018, -0.0071
O, -0.0028, -0.019, -0.0002
O, 0.0163, 0.0124, 0.0294
O, -0.039, -0.0148, 0.0014
O, 0.0127, 0.023, -0.0102
O, 0.0061, 0.0151, 0.0134
O, -0.0094, -0.0149, 0.0016
O, -0.0075, 0.0001, -0.0254
O, -0.0242, 0.0074, 0.0218
O, -0.0021, 0.0017, 0.0017
O, -0.0034, -0.0045, 0.0182
O, -0.0119, -0.0013, 0.0175
O, 0.0001, 0.0072, 0.0058
O, -0.0086, -0.0066, -0.0002
O, 0.0002, 0.0039, 0.0001
O, 0.002, 0.003, 0.0162
O, -0.0073, -0.0204, 0.0068
O, -0.0043, 0.005, -0.0127
O, 0.0071, -0.0008, 0.0042
O, -0.0015, -0.0017, -0.0086
O, 0.0001, 0.0058, -0.005
O, 0.0128, -0.0028, 0.0085
O, 0.009, 0.0023, 0.0026
O, -0.0009, -0.0138, -0.0076
O, -0.0001, 0.003, -0.0068
O, 0.0015, 0, -0.0084
O, -0.0053, -0.0002, -0.0058
O, -0.0001, -0.0167, 0.0096
O, -0.0032, -0.0033, 0.009
O, -0.0014, 0.0025, -0.0026
O, 0.0006, 0.0028, 0.0034
O, 0.0087, -0.0032, 0.0058
O, 0.0206, -0.011, 0.014
O, 0.0048, 0.0067, 0.0027
O, -0.0103, -0.0031, 0.005
O, -0.0005, 0.0025, -0.0103
O, -0.008, -0.0028, -0.005
O, -0.0014, 0.0007, 0.0128
O, 0.0031, -0.0014, -0.0198
O, -0.0038, -0.0024, -0.0062
O, 0.0062, -0.0084, 0.0211
O, 0.0037, 0.0102, 0.0077
O, -0.0127, -0.0052, 0.0004
O, 0.0157, -0.0338, -0.0225
O, 0.0051, -0.0124, 0.0043
O, -0.0089, -0.0025, 0.008
O, -0.0086, 0.0018, -0.0045
O, -0.0012, 0.0076, 0.001
O, 0.008, -0.0009, 0.0038
O, 0.0023, 0.0028, -0.0025
O, 0.0028, 0.0092, 0.0141
O, -0.0009, 0.0079, 0.0009
O, 0.0028, -0.0038, -0.0037
O, 0.007, -0.005, -0.0133
O, -0.006, 0.0005, 0.0137
O, 0.0014, 0.0061, -0.0144
O, -0.0042, -0.0092, -0.0277
O, -0.0029, -0.0029, -0.0037
O, 0.0193, 0.0082, 0.0055
O, 0.006, 0.0038, 0.0245
O, 0.0142, 0.0224, -0.0019
O, -0.0034, 0.0007, -0.0034
O, -0.0099, 0.0047, 0.0033
O, 0.0018, -0.0174, -0.0037
O, 0.0024, 0.0008, -0.0006
O, -0.0006, 0.0087, 0.0181
O, 0.0034, -0.0031, 0.0014
O, -0.003, 0.001, -0.0033
O, 0.0098, 0.015, 0.0067
O, -0.0047, 0.0038, -0.0012
O, 0.0087, -0.0025, 0.022
O, -0.0131, -0.0155, 0.0101
O, 0.0088, -0.0093, 0.0064
O, -0.019, 0.0076, -0.0075
O, -0.0059, 0.0052, -0.0314
O, 0.0006, 0.0004, 0.0152
O, 0.0006, 0.0061, 0.0044
O, -0.0025, -0.0043, -0.0045
O, -0.0007, -0.006, 0.0013
O, 0.0129, -0.0098, 0.0131
O, 0.0037, -0.0021, 0.016
O, -0.0049, 0.0037, -0.0067
O, 0.002, 0.0007, 0.012
O, 0.0003, 0.0086, -0.0097
O, 0.0086, 0.0001, -0.0041
O, -0.0007, 0, -0.0116
O, -0.0022, -0.0026, 0.0053
O, 0.0126, 0.0021, 0.0185
O, 0.0078, 0.0021, -0.0049
O, 0.0062, 0.0129, 0.0098
O, 0.0004, 0.002, -0.0083
O, -0.007, -0.0036, -0.0008
O, -0.0057, -0.0056, 0.0062
O, -0.0041, -0.0159, 0.0113
O, -0.0009, 0.0006, 0
O, 0.0018, 0.0023, 0.002
O, 0.0024, -0.0101, -0.0029
O, 0.0008, -0.0007, 0.0109
O, -0.0004, -0.0062, 0.0052
O, 0.0025, 0.0055, 0.0149
O, 0.001, 0.0159, -0.0051
O, -0.0098, 0.0113, 0.0025
O, 0.0257, 0.0234, -0.0045
O, 0.0044, -0.007, 0.0079
O, -0.0025, 0.0008, 0.0055
O, 0.0037, -0.0028, 0
O, 0.0061, 0.0056, 0.0164
O, -0.0096, 0.0007, 0.0031
O, 0.0057, -0.0074, 0.006
O, -0.0155, 0.012, -0.0073
O, 0.0056, -0.0008, 0.0016
O, 0.0028, -0.0014, 0.0003
O, 0.001, -0.0009, 0.0018
O, 0.0005, 0.0025, 0.0073
O, 0.0003, 0.0034, 0.0095

The program warned: the cutoff lies below the one the program advises for these potential files; the forces do not sum to zero within the program's tolerance; the exchange-correlation potential is rough where the density is thin.
